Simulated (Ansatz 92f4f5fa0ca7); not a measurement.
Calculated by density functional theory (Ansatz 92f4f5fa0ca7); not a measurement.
Periodic cell of 216 atoms, Si133O82H1, from a study of silicon, its oxide and their interface. The atomic structure is a simulated model.

Settings
functional: PBE
potential files: Ansatz PAW
basis: plane waves
wave-function cutoff: 700 eV
density cutoff ratio: 5
exchange-correlation grid ratio: 1
k mesh: 2 x 2 x 1, shifted by 0.5 0.5 0.5 of a step
self-consistency stop: 5e-08 eV per atom in the density residual
occupations: fixed
spin: none
net charge: +1 e, with a uniform compensating background and no finite-size correction

Cell vectors (angstrom)
a 10.938 0 0
b 0 10.938 0
c 0 0 31.7778

Atoms: element, x, y, z (angstrom)
Si 0.4772 -0.5172 24.4436
Si 4.693 0.494 24.2219
Si 3.193 2.4286 24.2574
Si 7.7045 3.2041 24.3587
Si -0.7589 6.2356 24.5112
Si 5.9901 4.9689 24.5667
Si 2.0125 8.5476 24.3575
Si 8.6696 8.164 24.4365
Si 1.4021 1.4221 25.4943
Si 6.666 1.3534 25.4602
Si 4.1576 4.0658 25.7325
Si 9.4602 4.2029 25.558
Si 1.1993 6.8428 25.732
Si 6.8702 6.9657 25.5271
Si 3.9074 9.5713 25.4916
Si 9.6661 9.6882 25.8567
Si 2.6786 0.0316 26.9828
Si 8.115 0.0915 26.9554
Si -0.0229 2.7798 26.8905
Si 5.477 2.6761 27.0502
Si 2.7057 5.4721 26.9732
Si 8.1575 5.5504 27.0061
Si -0.0178 8.2245 27.144
Si 5.4026 8.2594 26.8915
Si 4.1018 1.3673 28.3595
Si 9.5708 1.3673 28.3595
Si 1.3673 4.1018 28.3595
Si 6.8362 4.1018 28.3595
Si 4.1018 6.8362 28.3595
Si 9.5708 6.8362 28.3595
Si 1.3673 9.5708 28.3595
Si 6.8362 9.5708 28.3595
Si 0 0 29.7268
Si 5.469 0 29.7268
Si 2.7345 2.7345 29.7268
Si 8.2035 2.7345 29.7268
Si 0 5.469 29.7268
Si 5.469 5.469 29.7268
Si 2.7345 8.2035 29.7268
Si 8.2035 8.2035 29.7268
Si 1.3673 1.3673 31.094
Si 6.8362 1.3673 31.094
Si 4.1018 4.1018 31.094
Si 9.5708 4.1018 31.094
Si 1.3673 6.8362 31.094
Si 6.8362 6.8362 31.094
Si 4.1018 9.5708 31.094
Si 9.5708 9.5708 31.094
Si 2.7345 0 0.6835
Si 8.2035 0 0.6835
Si 0 2.7345 0.6835
Si 5.469 2.7345 0.6835
Si 2.7345 5.469 0.6835
Si 8.2035 5.469 0.6835
Si 0 8.2035 0.6835
Si 5.469 8.2035 0.6835
Si 4.1018 1.3673 2.0507
Si 9.5708 1.3673 2.0507
Si 1.3673 4.1018 2.0507
Si 6.8362 4.1018 2.0507
Si 4.1018 6.8362 2.0507
Si 9.5708 6.8362 2.0507
Si 1.3673 9.5708 2.0507
Si 6.8362 9.5708 2.0507
Si 0 0 3.418
Si 5.469 0 3.418
Si 2.7345 2.7345 3.418
Si 8.2035 2.7345 3.418
Si 0 5.469 3.418
Si 5.469 5.469 3.418
Si 2.7345 8.2035 3.418
Si 8.2035 8.2035 3.418
Si 1.3915 1.3402 4.7659
Si 6.8942 1.3064 4.8062
Si 4.1703 4.0854 4.693
Si 9.6253 4.0642 4.8063
Si 1.3354 6.8784 4.8987
Si 6.7671 6.8951 4.7197
Si 4.068 9.5872 4.9066
Si 9.6536 9.47 4.7819
Si 2.603 -0.0197 6.3221
Si 8.2971 -0.1051 6.1021
Si 0.1505 2.7615 6.1813
Si 5.4764 2.6606 6.1282
Si 2.8542 5.4594 6.0449
Si 8.1711 5.4873 5.9988
Si -0.0588 8.198 6.4679
Si 5.5636 8.2714 6.2501
Si 3.6847 1.7826 7.3889
Si 10.0148 0.9711 7.2523
Si 2.1035 3.6211 7.2888
Si 6.2393 4.6731 6.9939
Si 4.5627 6.4487 7.332
Si 8.9009 7.1871 7.4601
Si 0.705 10.1854 7.7402
Si 7.4745 9.0739 7.4868
O 8.2937 3.9008 9.1623
O 7.5614 9.3229 9.1392
O 8.562 6.5821 9.0092
O 0.7807 10.1944 9.438
O 4.2128 1.405 8.9242
O 2.1152 4.249 8.8163
O 9.3392 1.4732 8.663
O 4.1322 6.7906 8.8844
O 8.5858 9.0395 22.9639
O 8.2793 2.8032 22.8375
O 5.1282 5.1737 23.1848
O 8.0934 2.864 20.1729
O 10.8396 10.5148 22.8884
O -0.4789 6.4191 22.869
O 1.8783 7.8653 22.8078
O 4.6094 -0.0489 22.6334
Si 9.0924 5.214 9.7399
Si 0.4213 10.3598 11.0506
Si 4.4662 7.1004 10.4525
Si 1.9705 10.035 16.4346
Si -4.6026 6.4584 15.1806
Si 1.9054 3.2235 18.6511
Si 14.2997 6.5972 14.452
Si 5.4455 0.1328 21.2398
Si 3.8655 -0.0258 14.1197
Si 5.4223 1.0616 9.965
Si 8.3094 2.3217 9.5873
Si 0.391 12.7067 16.5529
Si 0.9495 6.682 22.1098
Si 4.685 1.7382 18.7188
Si 7.993 1.8878 21.515
Si 2.8216 8.8177 12.4026
Si 6.8826 3.8825 19.6744
Si 6.1981 -4.6497 18.1002
Si 4.3142 2.4755 12.5317
Si 10.533 2.29 11.5007
Si 5.1824 5.4861 21.616
Si -1.7409 -3.9065 14.3375
Si 2.7775 8.7421 18.8294
Si -4.3948 3.5816 14.2982
Si 3.0612 4.9597 11.9591
Si 11.9361 4.514 9.9492
Si 5.445 -2.6875 20.3558
Si 10.42 8.397 16.7384
Si 2.5337 4.0475 21.5367
Si -1.6821 4.4495 12.8554
Si 8.9741 10.9793 15.5681
Si 10.9993 8.4066 19.7703
Si 6.644 9.2564 10.5019
Si -1.4081 10.0507 22.0286
Si -4.8377 0.885 15.9688
Si 8.895 9.622 12.6761
Si 3.0911 5.9501 17.5506
O 0.4789 0.9458 11.6625
O 3.012 5.2851 13.5449
O 8.9461 2.0721 11.0872
O 6.306 4.8393 15.2789
O 3.8835 4.7666 20.9334
O 2.8475 2.916 22.6854
O -9.8345 0.3561 16.9365
O 4.361 5.6902 11.2637
O 5.1556 1.6576 11.4295
O 2.5126 18.1334 18.4058
O 10.4406 3.2884 12.8031
O 5.2277 7.114 21.5099
O 4.5981 0.6443 19.9383
O 3.3239 8.0908 11.0329
O -4.4394 2.2697 15.2233
O 2.609 -0.5248 15.0001
O 1.7163 3.3997 20.276
O 8.9693 5.129 11.3781
O 5.3023 1.0906 17.3589
O 11.494 7.0655 20.5761
O -1.1137 1.3909 15.9716
O 6.6074 6.9929 16.6912
O 1.4195 -1.4438 11.9778
O 6.4683 1.3361 21.6149
O -3.7625 5.0186 18.5086
O -2.0369 -0.2013 13.9086
O -1.1076 9.9163 11.3638
O 9.9458 -1.7017 20.6855
O 10.6793 5.3151 9.3131
O 12.6129 5.3591 11.1691
O -5.424 10.3928 10.1717
O 5.9331 7.7832 10.5877
O 0.5377 2.6235 17.9617
O 2.2242 4.6514 17.9431
O 1.6949 5.24 22.2547
O 1.0224 8.7113 16.2911
O -4.7733 -1.3198 20.9073
O 7.4282 9.5102 11.9192
O 3.1732 3.3485 11.7702
O 15.8947 6.9815 14.4831
O 6.5043 4.7854 20.9857
O -9.7738 13.5399 15.3894
O -1.1087 16.5716 13.7951
O -3.3708 -3.9699 14.2724
O -1.369 -1.2288 16.3544
O 10.3116 8.0273 18.3288
O 9.5168 8.2558 13.3154
O 3.6047 12.4277 13.5959
O -3.0104 3.7616 13.4691
O 5.6364 2.9784 19.1608
O 3.9794 -2.1699 19.8955
O 6.8112 1.7248 9.4016
O -3.4414 0.1317 16.2224
O 6.2955 7.516 19.1774
O 12.3397 9.3146 19.4994
O 2.886 6.2878 15.9644
O 2.5899 7.8055 13.6623
O 8.8912 0.5315 21.5061
O -7.7979 9.6613 17.5214
O 3.9438 9.9239 12.8262
O 4.6649 5.7299 17.9424
O 5.3383 3.52 13.2182
O 3.1749 2.226 18.3901
O 11.3218 3.0655 10.3189
O 5.2392 -0.0695 14.967
O -1.1137 7.1824 15.831
H -10.2338 13.7759 14.6014

Results
free energy: -131219.703 eV
free energy less fixed offsets of H -17.10, O -569.03, Si -635.61 eV per atom: -6.013 eV

Forces (eV/angstrom), in the order of the atoms: element, x, y, z
Si -0.0923 0.0246 0.0111
Si 0.0332 -0.0919 -0.075
Si -0.0441 0.095 -0.0935
Si 0.0611 -0.0711 -0.1325
Si 0.1093 0.1956 -0.2651
Si -0.0095 0.0176 0.0777
Si 0.0143 -0.088 -0.0692
Si -0.1042 0.0096 -0.1597
Si -0.0179 -0.0839 0.0321
Si 0.007 0.0505 0.0284
Si -0.0927 -0.1095 -0.025
Si 0.0716 0.0165 0.1089
Si 0.0146 -0.0256 0.0067
Si 0.0505 -0.0349 0.021
Si 0.0319 0.0282 0.0043
Si 0.0168 -0.074 -0.086
Si 0.0147 0.0125 -0.0671
Si -0.0551 0.0364 0.087
Si -0.0399 -0.0104 -0.0087
Si 0.0183 -0.0062 -0.0379
Si 0.0473 0.0489 0.069
Si -0.0274 0.033 -0.0702
Si -0.0107 -0.0075 -0.0052
Si -0.0022 -0.0307 0.0352
Si -0.1728 -0.4507 0.3442
Si -0.1759 0.444 -0.5315
Si -0.1723 -0.1159 -0.3358
Si 0.0188 0.1031 0.0733
Si -0.0464 0.1818 -0.4934
Si -0.3184 -0.19 0.785
Si 0.2552 0.3992 0.6939
Si -0.3122 0.1152 -0.536
Si 0.0601 -0.0678 -0.019
Si -0.1144 -0.0953 0.0255
Si -0.0281 -0.065 -0.045
Si 0.2099 0.0988 0.0171
Si -0.0748 -0.0491 0.0014
Si -0.0162 -0.0577 -0.0462
Si 0.0893 0.0987 0.0283
Si 0.0204 -0.1214 -0.0133
Si -0.0212 0.073 0.0075
Si -0.0312 0.0045 -0.0314
Si -0.028 0.0542 -0.0029
Si -0.03 0.0351 0.0069
Si -0.026 -0.0326 -0.0268
Si -0.025 0.0466 0.0118
Si 0.0675 -0.007 0.0199
Si -0.0741 0.0538 0.002
Si 0.0091 -0.0841 -0.0219
Si 0.0293 0.0488 -0.009
Si -0.0088 -0.0367 0.0131
Si 0.0231 -0.0553 0.009
Si -0.0114 0.0455 -0.0059
Si 0.1144 -0.0761 -0.0209
Si 0.0315 -0.0304 0.0088
Si -0.0615 0.0076 0.0173
Si -0.0151 0.0666 -0.0098
Si -0.0676 -0.05 0.0341
Si 0.0678 0.1004 0.052
Si 0.0578 0.1737 0.0009
Si -0.0316 -0.1245 0.0179
Si -0.1337 -0.0409 -0.0127
Si 0.0366 0.112 0.0081
Si 0.0018 -0.0224 0.0421
Si 0.0894 -0.244 -0.1017
Si -0.3227 -0.0847 0.5276
Si 0.1126 -0.3794 -0.3392
Si 0.1989 -0.1399 0.2637
Si 0.08 0.3045 0.4603
Si 0.1562 0.1963 -0.8818
Si -0.094 0.0851 0.7352
Si 0.3527 -0.0432 -0.343
Si 0.0304 -0.0135 0.0622
Si -0.0013 0.0272 -0.0567
Si -0.0171 -0.0085 0.0851
Si 0.0139 -0.0137 -0.0668
Si -0.0178 0.0261 -0.0562
Si 0.0289 0.0281 0.0528
Si -0.0067 0.0182 -0.0769
Si -0.0076 -0.0513 0.0436
Si 0.0033 -0.0319 -0.058
Si -0.0957 0.0061 0.002
Si -0.0496 -0.0293 -0.0531
Si -0.098 -0.0395 -0.017
Si -0.0291 0.0043 -0.0113
Si 0.0296 0.024 0.1695
Si 0.0456 0.0342 -0.0745
Si -0.0116 -0.0064 -0.0466
Si 0.1038 -0.0535 0.0992
Si -0.0234 0.0255 0.0381
Si -0.0151 -0.0126 -0.0973
Si -0.0506 0.104 -0.214
Si -0.0208 -0.0835 0.2252
Si -0.026 -0.1203 -0.0725
Si -0.0041 0.0361 0.2242
Si -0.0355 0.1246 0.1189
O -0.0831 0.204 -0.1862
O 0.036 0.01 -0.1014
O -0.0564 -0.199 0.1365
O 0.0281 -0.0068 -0.0266
O 0.0397 0.0448 0.0222
O 0.0092 0.06 0.1377
O -0.2249 0.2543 0.219
O 0.047 -0.0028 -0.0942
O 0.0356 -0.072 0.1122
O -0.0275 0.0524 0.0918
O -0.072 0.0702 -0.0613
O -0.0383 -0.0095 -0.0018
O 0.0983 0.0448 0.0032
O 0.2014 -0.0901 0.0926
O -0.0123 0.0592 0.0104
O -0.0403 0.0391 0.0978
Si 0.5653 0.773 0.5599
Si 0.0216 -0.105 -0.1138
Si -0.1442 -0.0136 -0.138
Si 0.0185 0.0155 -0.0334
Si -0.0627 0.0901 0.0051
Si -0.0076 -0.0239 0.0094
Si -0.0141 0.0123 -0.0252
Si 0.0802 -0.0185 -0.0381
Si -0.0477 -0.0222 0.009
Si -0.1701 0.0073 0.0482
Si 0.3754 -1.2138 0.1309
Si -0.0194 -0.0364 -0.0093
Si -0.1063 -0.1892 0.0722
Si 0.0188 0.0119 0.0537
Si -0.0725 0.0075 -0.0205
Si 0.0477 -0.0622 -0.1512
Si 0.0141 -0.0103 0.0505
Si 0.0067 0.0082 0.0422
Si -0.048 -0.0471 -0.1567
Si 0.0792 -0.0483 -0.0226
Si 0.0157 0.0117 -0.1344
Si 0.0021 0.0453 -0.0265
Si -0.0097 -0.0147 0.0119
Si -0.0645 -0.0772 -0.0362
Si 0.0549 0.0323 -0.1157
Si 0.228 -0.0414 0.0597
Si 0.0165 -0.016 0.1124
Si 0.042 0.0571 0.0061
Si -0.0211 0.1063 0.0475
Si 0.0697 0.0358 0.035
Si 0.015 0.0094 -0.0416
Si 0.0135 0.0314 0.0768
Si 0.0138 -0.0914 -0.0143
Si -0.0944 -0.0324 -0.0093
Si -0.018 -0.0508 0.0099
Si -0.0086 0.0461 -0.0984
Si -0.0202 -0.0188 0.0316
O -0.0388 0.0557 0.0439
O -0.0009 -0.0385 -0.0118
O -0.1698 0.1596 -0.2176
O -0.021 0.0052 0.0659
O -0.0401 -0.0211 0.0301
O 0.0332 -0.0312 0.0904
O 0.0124 -0.0012 -0.0018
O 0.0107 0.0067 0.0699
O 0.0111 -0.0124 -0.0269
O -0.0006 0.0309 -0.0542
O -0.0005 -0.0649 -0.0291
O -0.0108 0.0082 -0.0723
O 0.0358 -0.004 -0.0024
O 0.0454 -0.0286 0.0842
O 0.0117 0.0598 0.0161
O 0.007 0.0017 0.0596
O 0.0445 0.0193 0.0258
O -0.0748 -0.0152 -0.4846
O 0.0344 -0.0047 -0.0252
O 0.0025 -0.0063 0.0443
O -0.0079 -0.0089 0.0191
O -0.013 -0.0413 -0.0274
O -0.1062 0.0897 0.0076
O 0.0089 0.0216 -0.0483
O -0.0128 -0.0138 -0.0158
O -0.0096 -0.0469 0.0243
O 0.0433 0.0035 0.0385
O 0.0273 -0.0301 -0.0882
O -0.314 0.1187 -0.0828
O -0.0792 -0.0455 0.0307
O 0.0119 -0.0533 0.0382
O 0.0898 0.052 0.0775
O 0.0436 -0.0102 -0.0472
O 0.0188 0.0079 -0.0266
O 0.0051 0.1058 -0.16
O -0.0114 -0.0141 0.0411
O -0.0182 0.0224 -0.0382
O -0.023 -0.0079 0.0159
O 0.0108 -0.0099 0.0798
O 0.0037 -0.0059 0.0639
O -0.0533 -0.0062 -0.0114
O 0.7859 -0.3351 1.2673
O -0.0183 -0.0666 -0.0137
O 0.0802 -0.0196 0.0054
O 0.0229 -0.0126 0.0045
O 0.0112 0.014 -0.0256
O 0.0413 -0.0059 0.0423
O 0.0003 0.1038 0.0021
O 0.057 -0.0352 0.0188
O 0.0064 0.0024 -0.0264
O 0.0134 0.0098 -0.0568
O 0.1 0.0922 0.0024
O 0.0327 -0.0089 0.0123
O 0.0043 0.0132 -0.0385
O -0.037 -0.0396 -0.0353
O 0.0189 0.0119 -0.0595
O 0.0021 0.0184 0.0351
O 0.0499 -0.0252 -0.0326
O -0.025 -0.0097 -0.0014
O 0.0323 -0.0716 -0.0453
O 0.0264 0.0079 -0.0144
O 0.0147 0.031 0.0452
O -0.0483 0.0306 -0.0341
O -0.0629 0.0052 0.0714
O 0.0322 -0.0125 0.0425
O -0.0198 -0.0223 -0.0258
H -0.735 0.3436 -1.2559

The program warned: the cutoff lies below the one the program advises for these potential files; the forces do not sum to zero within the program's tolerance; the exchange-correlation potential is rough where the density is thin.
